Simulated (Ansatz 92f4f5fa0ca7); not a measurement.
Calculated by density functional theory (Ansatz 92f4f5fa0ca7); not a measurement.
Periodic cell of 208 atoms, Si128O80, from a study of silicon, its oxide and their interface. The atomic structure is a simulated model.
Doubt: the cutoff is far below the 930 eV that the study's wrapper takes by default for these files, so forces and energies are approximate.
This geometry differs little from another in the collection (a relaxation step or a small displacement).

Settings: functional PBE; potential files Ansatz PAW; basis plane waves; wave-function cutoff 580 eV; density cutoff ratio 5; exchange-correlation grid ratio 1; k mesh 1 x 1 x 1, Gamma-centred; self-consistency stop 5e-08 eV per atom in the density residual; occupations fixed; spin none; net charge 0.

Cell vectors (angstrom)
a, 10.938, 0, 0
b, 0, 10.938, 0
c, 4.1972, -4.5648, 31.085

Atoms and the computed forces on them: element, x, y, z (angstrom), force x, y, z (eV/angstrom)
Si, 5.3246, -5.6238, 23.7209, 0.0099, -0.0104, 0.0063
Si, 8.0058, -2.9388, 23.7854, 0.0096, -0.0133, -0.0307
Si, 5.7838, -0.7474, 23.659, -0.0211, 0.024, 0.0211
Si, 8.6322, -8.9731, 23.6499, -0.03, 0.0258, 0.0286
Si, 0.3016, -6.2568, 23.5419, -0.0245, 0.0276, 0.0244
Si, 3.0376, -3.4757, 23.566, -0.0236, 0.0147, 0.0202
Si, 10.8253, -0.3022, 23.5002, 0.0088, -0.015, 0.0087
Si, 2.5616, -8.4778, 23.4927, 0.0177, -0.0073, 0.0155
Si, 6.8736, -4.522, 25.0761, 0.0101, -0.0092, 0.002
Si, 9.678, -1.7993, 24.9515, 0.0075, -0.0063, 0.0011
Si, 6.9511, -10.063, 24.92, 0.0002, 0.0025, -0.0111
Si, 9.7164, -7.3613, 24.9663, -0.0041, 0.0004, -0.0089
Si, 1.4464, -4.6318, 24.8725, 0.001, 0.0003, -0.0079
Si, 4.1674, -1.8815, 24.9283, 0.0032, 0.0005, -0.0079
Si, 12.3855, 0.881, 24.8569, 0.0063, -0.0046, -0.0011
Si, 4.1523, -7.3201, 24.8674, 0.0047, -0.0087, 0.0012
Si, 5.5198, -3.163, 26.3803, -0.0027, 0.0062, 0.0105
Si, 8.3094, -0.4552, 26.3299, -0.0059, 0.0035, 0.0102
Si, 5.5615, -8.664, 26.2553, -0.0003, 0.0027, 0.0052
Si, 8.3129, -5.9509, 26.2942, -0.001, 0.0001, 0.0051
Si, 11.0475, -3.2186, 26.2644, 0.0009, -0.0003, 0.0099
Si, 13.7598, -0.4619, 26.2601, -0.0028, 0.0031, 0.011
Si, 11.0727, 2.2316, 26.3239, -0.0007, -0.0013, 0.0029
Si, 2.8242, -5.9511, 26.2926, -0.0011, 0.0037, 0.0035
Si, 4.1972, -4.5648, 27.6668, -0.2849, -0.1818, 0.2856
Si, 6.9317, -1.8303, 27.6668, 0.0481, 0.206, 0.3624
Si, 4.1972, -10.0338, 27.6668, -0.0044, -0.0159, -0.3198
Si, 6.9317, -7.2993, 27.6668, -0.0347, -0.0771, -0.1723
Si, 9.6662, -4.5648, 27.6668, 0.0714, -0.0369, -0.1559
Si, 12.4007, -1.8303, 27.6668, 0.0322, -0.0384, -0.2697
Si, 9.6662, 0.9042, 27.6668, 0.0675, 0.0443, 0.2923
Si, 12.4007, -7.2993, 27.6668, 0.1147, -0.0872, 0.1646
Si, 1.3673, -1.3673, 3.418, -0.3086, -0.1646, -0.0971
Si, 4.1018, 1.3673, 3.418, 0.1146, 0.172, -0.1975
Si, 1.3673, 4.1018, 3.418, 0.3536, 0.4237, -0.2498
Si, 4.1018, -4.1018, 3.418, -0.1063, -0.0687, 0.3658
Si, 6.8362, -1.3673, 3.418, 0.1064, -0.008, 0.2574
Si, -1.3673, 1.3673, 3.418, -0.0663, -0.2831, 0.3465
Si, 6.8362, 4.1018, 3.418, -0.246, -0.2823, -0.4223
Si, -1.3673, -4.1018, 3.418, 0.1944, 0.3795, -0.2434
Si, 2.6514, 0.0747, 4.7247, -0.0018, 0.0064, -0.0071
Si, 5.5452, 2.6591, 4.7943, 0.0018, -0.007, -0.0002
Si, 2.7319, 5.4671, 4.8543, 0.0039, -0.008, -0.0056
Si, 5.4572, -2.7215, 4.8066, 0.0027, -0.0045, -0.0054
Si, -2.7035, -0.0629, 4.8667, 0, -0.0015, -0.0087
Si, -0.0096, 2.8033, 4.7251, 0, -0.001, -0.0097
Si, 8.11, 5.5563, 4.6765, 0.0048, 0.0054, -0.0071
Si, 0.0435, -2.7789, 4.8377, 0.0005, -0.0046, -0.006
Si, 1.4413, 1.594, 6.1011, -0.0091, -0.004, -0.0064
Si, 4.228, 4.1071, 6.1097, -0.0086, 0.0058, -0.0072
Si, 1.3497, -4.1578, 6.3374, -0.0017, 0.0051, 0.0009
Si, 4.0002, -1.3057, 6.0118, 0.0084, -0.0077, -0.0057
Si, -4.0547, 1.2784, 6.2831, 0.0001, 0.007, -0.0062
Si, -1.4209, 4.2312, 5.9219, -0.0002, 0.0012, 0.0019
Si, 6.8452, -4.0884, 6.1918, -0.0094, -0.0047, -0.0026
Si, -1.4033, -1.5297, 6.2606, -0.0023, 0.0025, -0.0034
Si, -0.0177, -0.4724, 7.8358, 0.006, 0.0062, 0.0105
Si, 3.1104, 2.5777, 7.4429, 0.0034, 0.0074, 0.0009
Si, -0.5903, -5.0939, 7.4182, 0.0004, 0.0077, -0.0179
Si, 2.5227, -2.4147, 7.47, -0.0001, -0.006, 0.0173
Si, 5.141, 0.125, 7.4821, 0.0109, 0.0014, 0.0092
Si, -2.821, 3.0166, 7.3338, 0.0082, -0.0219, -0.0039
Si, 5.8063, 5.1737, 7.4663, -0.0149, 0.0057, 0.0102
Si, -2.3085, -3.3163, 7.512, 0.0046, -0.0077, 0.0014
Si, 5.5645, -5.932, 29.034, -0.0475, 0.0115, -0.0278
Si, 8.299, -3.1975, 29.034, -0.0388, 0.0098, -0.0254
Si, 5.5645, -11.401, 29.034, 0.0915, 0.0231, 0.0056
Si, 8.299, -8.6665, 29.034, 0.0113, -0.0335, -0.0064
Si, 11.0335, -5.932, 29.034, 0.0026, -0.0083, -0.0136
Si, 13.768, -3.1975, 29.034, -0.0358, -0.0755, 0.0004
Si, 11.0335, -0.463, 29.034, -0.0803, -0.0236, -0.0187
Si, 2.83, 2.2715, 29.034, 0.0022, 0.0733, -0.0025
Si, 6.9317, -4.5648, 30.4013, 0.0172, -0.0121, -0.0184
Si, 9.6662, -1.8303, 30.4013, 0.0286, 0.0006, -0.0031
Si, 6.9317, -10.0338, 30.4013, -0.0253, 0.0026, -0.0089
Si, 9.6662, -7.2993, 30.4013, -0.0456, 0.02, -0.0217
Si, 12.4007, -4.5648, 30.4013, 0.0032, 0.0274, -0.019
Si, 4.1972, -1.8303, 30.4013, -0.0056, 0.0129, -0.038
Si, 1.4627, 0.9042, 30.4013, 0.0067, -0.0434, -0.0164
Si, 4.1972, -7.2993, 30.4013, 0.0568, -0.0298, 0.0093
Si, 1.3673, 1.3673, 0.6835, 0.025, -0.0047, 0.0433
Si, 4.1018, 4.1018, 0.6835, -0.0654, 0.0412, -0.0347
Si, 1.3673, -4.1018, 0.6835, -0.0141, 0.0048, 0.0193
Si, 4.1018, -1.3673, 0.6835, 0.0304, -0.0236, 0.0129
Si, 6.8362, 1.3673, 0.6835, -0.0168, -0.0176, 0.0238
Si, -1.3673, 4.1018, 0.6835, 0.0593, -0.0451, 0.0161
Si, 6.8362, -4.1018, 0.6835, 0.0203, 0.0099, 0.0436
Si, 9.5708, -1.3673, 0.6835, -0.0869, 0.0707, -0.0271
Si, 0, 0, 2.0507, -0.0642, -0.1239, -0.021
Si, 2.7345, 2.7345, 2.0507, 0.166, 0.1238, -0.0119
Si, 0, -5.469, 2.0507, 0.067, 0.0459, -0.0156
Si, 2.7345, -2.7345, 2.0507, 0.0076, 0.0605, 0.0202
Si, 5.469, 0, 2.0507, -0.0597, 0.0161, 0.0276
Si, 8.2035, 2.7345, 2.0507, -0.0619, 0.0299, 0.0127
Si, 5.469, 5.469, 2.0507, -0.1446, -0.2246, -0.0241
Si, 8.2035, -2.7345, 2.0507, 0.1593, 0.0922, -0.0173
Si, 8.2652, -5.0378, 16.6824, 0.0003, 0.0006, -0.0043
Si, -1.0253, 3.6696, 9.6001, 0.0032, -0.0083, -0.003
Si, 2.2882, -2.8311, 18.5694, -0.0057, 0.0033, -0.0027
Si, 4.5564, -9.7755, 21.4867, 0.0082, -0.0024, 0.0076
Si, -0.3074, -0.8827, 10.78, 0.0003, 0.0048, -0.0068
Si, 11.0105, -3.6629, 16.5558, -0.0014, 0.0004, -0.0016
Si, 1.8981, 2.8013, 10.228, -0.0035, 0.0036, -0.009
Si, 7.6201, 0.5446, 16.9882, 0.0019, 0.0007, -0.0013
Si, -2.2866, -2.917, 10.6211, -0.0049, -0.0017, -0.006
Si, 5.2471, -4.7106, 10.4045, -0.0009, 0.0059, -0.0107
Si, 9.7243, -4.4005, 21.5012, -0.0022, 0.0007, 0.012
Si, 4.4677, -5.6417, 14.8608, -0.001, 0.0013, -0.0019
Si, 7.4214, -5.4368, 19.6216, 0.0063, 0.0004, -0.0047
Si, 4.2121, -7.2063, 17.4451, -0.0032, -0.0044, -0.0022
Si, 3.9937, -1.1636, 16.4419, 0.0009, 0.0022, -0.0015
Si, 1.7487, -8.0336, 15.9223, -0.0026, -0.0007, -0.0022
Si, -2.7377, 3.7513, 14.3328, 0.0002, 0.0012, 0.0013
Si, 8.017, 5.1629, 11.5454, -0.0064, -0.0039, 0.002
Si, 5.1653, -9.9759, 18.4575, 0.0047, -0.002, -0.0042
Si, 6.4708, 1.2412, 14.1527, -0.0017, 0.0023, 0.0001
Si, 5.911, -3.481, 16.0596, 0.0008, 0.0005, -0.0026
Si, 9.9439, -9.1597, 15.8397, 0.0031, 0.0022, -0.0012
Si, 9.4557, -1.1524, 15.5494, 0.002, 0.0005, 0.0008
Si, 3.3727, 0.7269, 14.1923, -0.0027, -0.001, 0
Si, 1.6627, -5.2722, 14.5805, 0.0017, -0.002, 0.0038
Si, 12.0584, -2.2528, 21.2978, 0.0017, -0.0055, 0.0004
Si, 6.7926, -7.4783, 21.662, -0.0059, -0.0112, 0.0131
Si, 4.5558, -1.8745, 9.7249, 0.0002, -0.0018, -0.0078
Si, 4.7441, -4.5873, 18.8349, -0.0024, -0.0045, -0.0066
Si, 2.5574, -0.054, 11.2857, 0.0052, -0.0043, -0.0014
Si, -2.5085, -0.8489, 12.728, -0.0021, -0.0014, 0.0029
Si, 3.1268, 4.9401, 12.2232, 0.0008, -0.0025, 0.0003
O, -2.6181, 4.758, 13.079, -0.0015, -0.0004, 0.0023
O, 4.1338, 1.3632, 7.9505, -0.0042, 0, 0.005
O, 12.3817, -7.3446, 23.007, 0.0086, -0.0102, -0.0113
O, -3.974, 4.0698, 7.9102, 0.001, 0.0108, 0.0043
O, 2.3483, -2.8491, 22.2037, -0.0016, -0.0004, -0.0024
O, 3.4313, -2.6756, 8.8283, -0.0021, -0.0022, -0.0071
O, 5.3453, -1.9604, 15.9342, -0.0001, 0, 0.0048
O, 3.148, -9.2241, 22.1218, 0.0028, -0.0001, -0.0014
O, -0.4787, -5.8857, 8.8876, 0.0026, -0.0039, 0.0149
O, 11.444, -0.9524, 22.0966, -0.0016, 0.0022, 0.0037
O, -0.5798, -0.14, 9.3445, -0.0016, -0.0032, 0
O, 10.4576, -5.6869, 22.1982, -0.0064, 0.0096, -0.0093
O, 0.3901, 0.9764, 7.224, -0.0018, -0.0016, 0.0007
O, 8.7968, -4.807, 20.2278, -0.0044, -0.0023, 0.0057
O, 12.0466, -3.702, 17.8237, 0.0011, 0.0008, 0.0049
O, 3.2734, -0.6297, 15.0903, 0, 0.0062, -0.0011
O, 5.4707, -0.8525, 8.7969, 0.0011, -0.0019, -0.0007
O, 4.8998, 1.1216, 13.8012, -0.0018, -0.0029, 0.0023
O, 4.2041, -4.5652, 23.0935, 0.005, -0.0051, -0.0107
O, 2.4543, 3.3161, 8.7738, -0.0013, -0.0005, 0.0082
O, 11.3458, -8.7217, 16.52, -0.0008, -0.0018, 0.0025
O, 8.6958, -3.7025, 22.5269, 0.0014, 0.0057, 0.0178
O, 2.6056, 0.4568, 12.8094, 0.0041, -0.0029, 0.0068
O, 4.2131, 4.5624, 13.4152, 0.0001, 0.0017, 0.0023
O, -1.4424, 2.7893, 14.629, -0.0015, 0.001, -0.0003
O, 6.9172, 2.7996, 14.0072, -0.0012, -0.0016, 0.0006
O, -2.0834, -1.6598, 14.1052, 0.0004, 0.0016, -0.0021
O, 5.6186, -8.572, 21.6135, 0.0143, 0.0043, 0.0133
O, 8.1011, -2.9838, 9.0738, 0.0009, 0.0027, 0.0149
O, 2.6486, -7.6003, 17.205, 0.0054, 0.001, 0.004
O, 8.1021, -8.1649, 22.322, -0.0143, 0.0075, -0.0108
O, 5.1378, -5.2316, 8.8651, -0.0014, 0.0047, 0.002
O, -1.2002, -0.183, 11.9729, -0.0016, -0.0019, 0.0041
O, 4.4747, 0.7329, 19.9172, 0.0009, 0.001, 0.0011
O, 6.6424, -10.1214, 15.7118, -0.0005, -0.0002, -0.0011
O, 10.1626, 0.2866, 15.2093, -0.0022, -0.0027, 0.0014
O, 5.0995, -8.4319, 17.9998, -0.0007, 0.0038, 0.0021
O, 3.8341, -5.0056, 11.1557, -0.0011, -0.0017, 0.0035
O, 11.5579, -4.1663, 15.1006, -0.002, 0.0024, 0.0004
O, 2.6017, 3.6094, 11.4565, 0.0004, 0.004, 0.004
O, 7.6099, -5.6258, 18.0336, 0.0002, -0.001, 0.0021
O, -1.7733, 2.6377, 8.5609, 0.0037, 0.0021, 0.0031
O, 3.4491, -3.7218, 19.3189, 0.0032, -0.0023, 0.006
O, 4.2465, -6.1196, 18.6482, -0.0001, 0.0041, 0.0049
O, -2.2059, 4.0068, 10.6623, -0.004, 0.0038, 0.0047
O, 6.2616, -6.186, 22.4932, 0.003, -0.0141, -0.0049
O, 5.1758, -4.0566, 17.3742, -0.0004, -0.0006, 0.005
O, 4.8734, -6.7205, 16.0203, 0.002, -0.0009, 0.0013
O, 6.4358, 5.4037, 11.1781, 0.0065, -0.0019, 0.0044
O, 2.341, 1.2412, 10.3256, 0.0011, 0.0006, 0.0056
O, 6.0483, -4.5278, 19.8401, -0.0049, 0.0009, 0.0051
O, 6.9185, -1.849, 23.1639, 0.0156, -0.0151, -0.0083
O, 8.0204, -6.2236, 15.6174, -0.0003, -0.0004, 0.002
O, 3.8621, -0.9385, 10.8724, -0.0055, 0.0078, 0.0106
O, 1.2499, -0.9898, 11.1643, 0.0002, 0.0005, 0.0032
O, 7.1955, -6.9452, 20.1918, 0.0006, -0.0012, 0.0063
O, 8.3245, -0.9009, 16.7147, 0.0004, -0.0009, 0.0026
O, 0.2699, 2.9649, 10.3046, 0.0032, 0.0018, 0.002
O, 1.6688, -1.9011, 19.7847, 0.0036, 0, -0.0017
O, 2.6305, -8.9995, 14.9677, 0.003, -0.0034, -0.0013
O, 10.8829, -3.3557, 21.0596, -0.0035, -0.0019, 0.0061
O, 10.5198, -2.1511, 16.2407, -0.0002, -0.0001, 0.0024
O, 12.1702, -6.7731, 15.0313, 0, 0.0009, 0.0002
O, 5.551, -4.4257, 14.7601, 0.0008, 0.0009, 0.0021
O, 9.697, 0.8346, 23.0647, 0.0095, -0.0065, -0.0136
O, -0.7366, -2.4364, 10.5825, -0.0046, -0.003, 0.0015
O, 3.0752, -4.9142, 15.3188, 0.0011, 0.0005, 0.0008
O, 7.5261, -3.6339, 16.2344, 0.001, -0.0011, 0.0058
O, 6.751, 0.5236, 18.3719, -0.0019, 0.0007, 0.0048
O, 7.8101, -1.8994, 11.6163, 0.0024, -0.0005, 0.0007
O, 5.4496, -3.0742, 10.4032, -0.0005, -0.004, 0.0032
O, 7.3415, 0.299, 13.1324, 0.0007, 0.0011, 0.0019
O, 8.7879, -9.2362, 17.0083, -0.0009, 0, 0.0019
O, -2.1847, -4.37, 11.2939, 0.0022, 0.0082, -0.0027
O, 1.3337, -12.3293, 7.9828, -0.0026, -0.0028, -0.0043
O, 9.8169, -4.686, 16.9605, -0.0019, -0.0002, 0.0044
O, 2.9516, -2.0283, 17.325, 0.0011, 0.0014, 0.0022
O, 1.8624, -5.2378, 12.9539, -0.0018, 0.0029, -0.0005
O, 4.3423, 0.1, 17.3779, -0.0022, -0.0026, 0.0013
O, 5.0621, -0.1484, 22.3051, -0.0017, 0.0105, -0.0063

Results
free energy: -126871.097 eV
free energy less fixed offsets of O -568.88, Si -635.61 eV per atom: -2.617 eV

The program warned: the cutoff lies below the one the program advises for these potential files; the forces do not sum to zero within the program's tolerance; the exchange-correlation potential is rough where the density is thin.
